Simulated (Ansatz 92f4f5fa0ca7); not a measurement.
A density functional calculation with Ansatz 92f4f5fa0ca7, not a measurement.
Periodic cell of 223 atoms, Si133O90, from a study of silicon, its oxide and their interface. The atomic structure is a simulated model.
Doubt: the cutoff is far below the 930 eV that the study's wrapper takes by default for these files, so forces and energies are approximate.
This geometry differs little from another in the collection (a relaxation step or a small displacement).

Settings: functional PBE; potential files Ansatz PAW; basis plane waves; wave-function cutoff 580 eV; density cutoff ratio 5; exchange-correlation grid ratio 1; k mesh 1 x 1 x 1, Gamma-centred; self-consistency stop 5e-08 eV per atom in the density residual; occupations fixed; spin none; net charge 0.

Cell vectors (angstrom)
a, 10.938, 0, 0
b, 0, 10.938, 0
c, 0, 0, 32.4794

Atoms: element, x, y, z (angstrom)
Si, 0.1991, -0.165, 25.0757
Si, 5.3971, 0.146, 24.9646
Si, 3.115, 2.3701, 24.9713
Si, 8.0603, 3.0393, 25.0108
Si, -0.2145, 5.81, 24.8659
Si, 5.8116, 5.2375, 25.2013
Si, 2.4649, 8.5604, 24.9928
Si, 8.5189, 8.0885, 25.0568
Si, 1.4402, 1.3826, 26.3275
Si, 6.9251, 1.3742, 26.2836
Si, 4.1436, 4.0437, 26.3224
Si, 9.6574, 4.1828, 26.2799
Si, 1.3978, 6.8659, 26.2537
Si, 6.9464, 6.8808, 26.3931
Si, 4.1487, 9.5778, 26.3015
Si, 9.6432, 9.588, 26.4331
Si, 2.7645, -0.0161, 27.707
Si, 8.2154, 0.0022, 27.7049
Si, 0.0268, 2.7478, 27.6594
Si, 5.5048, 2.688, 27.701
Si, 2.7431, 5.4527, 27.6428
Si, 8.2649, 5.4648, 27.7259
Si, 0.0445, 8.1652, 27.7275
Si, 5.4776, 8.1938, 27.6892
Si, 4.1018, 1.3673, 29.0611
Si, 9.5708, 1.3673, 29.0611
Si, 1.3673, 4.1018, 29.0611
Si, 6.8362, 4.1018, 29.0611
Si, 4.1018, 6.8362, 29.0611
Si, 9.5708, 6.8362, 29.0611
Si, 1.3673, 9.5708, 29.0611
Si, 6.8362, 9.5708, 29.0611
Si, 0, 0, 30.4284
Si, 5.469, 0, 30.4284
Si, 2.7345, 2.7345, 30.4284
Si, 8.2035, 2.7345, 30.4284
Si, 0, 5.469, 30.4284
Si, 5.469, 5.469, 30.4284
Si, 2.7345, 8.2035, 30.4284
Si, 8.2035, 8.2035, 30.4284
Si, 1.3673, 1.3673, 31.7956
Si, 6.8362, 1.3673, 31.7956
Si, 4.1018, 4.1018, 31.7956
Si, 9.5708, 4.1018, 31.7956
Si, 1.3673, 6.8362, 31.7956
Si, 6.8362, 6.8362, 31.7956
Si, 4.1018, 9.5708, 31.7956
Si, 9.5708, 9.5708, 31.7956
Si, 2.7345, 0, 0.6835
Si, 8.2035, 0, 0.6835
Si, 0, 2.7345, 0.6835
Si, 5.469, 2.7345, 0.6835
Si, 2.7345, 5.469, 0.6835
Si, 8.2035, 5.469, 0.6835
Si, 0, 8.2035, 0.6835
Si, 5.469, 8.2035, 0.6835
Si, 4.1018, 1.3673, 2.0507
Si, 9.5708, 1.3673, 2.0507
Si, 1.3673, 4.1018, 2.0507
Si, 6.8362, 4.1018, 2.0507
Si, 4.1018, 6.8362, 2.0507
Si, 9.5708, 6.8362, 2.0507
Si, 1.3673, 9.5708, 2.0507
Si, 6.8362, 9.5708, 2.0507
Si, 0, 0, 3.418
Si, 5.469, 0, 3.418
Si, 2.7345, 2.7345, 3.418
Si, 8.2035, 2.7345, 3.418
Si, 0, 5.469, 3.418
Si, 5.469, 5.469, 3.418
Si, 2.7345, 8.2035, 3.418
Si, 8.2035, 8.2035, 3.418
Si, 1.3582, 1.3203, 4.7712
Si, 6.7998, 1.3805, 4.7935
Si, 4.0555, 4.1394, 4.7935
Si, 9.513, 4.147, 4.7697
Si, 1.3414, 6.8453, 4.7869
Si, 6.7955, 6.9094, 4.8065
Si, 4.1032, 9.5887, 4.8504
Si, 9.5546, 9.5453, 4.7032
Si, 2.6787, -0.0571, 6.2433
Si, 8.1651, -0.0839, 6.0397
Si, -0.1609, 2.6398, 6.026
Si, 5.4075, 2.7377, 6.169
Si, 2.6426, 5.4936, 6.2055
Si, 8.1477, 5.5214, 6.1484
Si, -0.1655, 8.0999, 6.0959
Si, 5.4669, 8.2699, 6.3013
Si, 3.7412, 1.6911, 7.4813
Si, 9.6493, 1.0565, 7.4168
Si, 1.3589, 3.8003, 7.2864
Si, 6.539, 4.4031, 7.397
Si, 4.2685, 6.6458, 7.5275
Si, 9.2666, 6.9941, 7.6205
Si, 0.8998, 9.7066, 7.3514
Si, 7.1756, 9.4103, 7.595
O, 9.5528, 6.9205, 24.5281
O, 4.2613, 1.2623, 24.5547
O, 8.23, 8.2172, 8.1064
O, 2.5701, 2.8084, 7.7836
O, 6.8785, 4.1225, 24.5844
O, 1.3103, 9.6652, 24.5609
O, 3.7959, 7.2599, 8.9971
O, 0.0141, 0.1027, 7.7343
O, 5.3837, 5.4818, 7.8737
O, 6.8834, 10.4179, 8.9046
O, 9.83, 6.2525, 9.0149
O, 2.7478, 10.3272, 9.5104
O, 4.267, 1.398, 9.0332
O, 0.3558, 4.0674, 8.5747
O, 8.9289, 1.2517, 8.9076
O, 0.5404, 10.4077, 11.0361
O, 8.1056, 8.9247, 23.6972
O, 8.7676, 2.529, 23.611
O, 5.0932, 6.1115, 24.011
O, 2.5483, 2.7842, 23.5024
O, 10.3842, 0.4181, 23.7294
O, 0.3027, 5.3478, 23.3655
O, 3.0339, 8.0648, 23.5416
O, 5.9899, 10.4911, 23.5328
Si, 9.876, 1.6544, 22.7934
Si, 2.9107, 7.7004, 21.9642
Si, 4.9182, 10.1226, 15.5863
Si, 9.85, -0.0678, 17.8158
Si, 4.5642, 0.5553, 13.0097
Si, 4.7658, 5.2363, 11.7294
Si, 7.6899, 0.6298, 9.7908
Si, 1.7926, 2.8533, 22.0751
Si, 6.143, 2.6514, 19.3567
Si, 6.1322, 7.6429, 18.5259
Si, 6.8252, 3.5205, 10.2852
Si, 3.3175, 12.6037, 19.6083
Si, 2.7306, 6.8674, 10.1804
Si, 5.5551, 15.0912, 14.4161
Si, 10.9791, -2.8628, 17.7226
Si, 13.4614, -1.7402, 17.033
Si, 8.0624, 11.368, 20.4881
Si, 3.3729, 11.6549, 10.2055
Si, 6.7711, 7.3283, 12.8592
Si, 9.81, 6.0294, 19.6327
Si, -4.0331, -1.5314, 22.7079
Si, 6.111, 6.5669, 15.7754
Si, 12.4534, 12.1536, 16.9708
Si, 7.4131, 10.4487, 12.5859
Si, 11.0729, 5.3243, 9.5785
Si, 5.4169, 6.5699, 22.4932
Si, 6.992, 5.469, 20.3939
Si, 1.9994, 2.0351, 13.9434
Si, 5.9562, 1.8188, 16.322
Si, 1.5414, 9.4435, 10.1478
Si, 0.8399, 0.9699, 11.6386
Si, -2.7201, 4.7453, 12.8311
Si, 0.866, 5.5277, 21.8328
Si, 3.9384, -1.3937, 19.7011
Si, 19.5371, 6.7124, 17.2755
Si, 7.8546, 10.715, 15.423
Si, -0.0256, 3.6206, 12.2922
O, 10.8001, 7.2428, 19.1325
O, 2.1126, 1.6013, 10.7797
O, 18.5988, 6.1308, 16.1022
O, 1.7618, 13.0156, 15.5754
O, 9.0372, 10.4052, 16.4766
O, 0.2144, 2.5406, 22.3301
O, 2.1853, 8.1935, 10.9896
O, -5.5803, 4.1397, 10.6664
O, 6.7861, 1.382, 20.1492
O, 12.3783, -2.9546, 16.8706
O, 5.4807, 7.3075, 17.0718
O, -0.3183, 13.0761, 11.5933
O, 6.1182, 7.3739, 14.3604
O, 1.218, 11.7055, 13.23
O, 7.3787, 12.2435, 15.718
O, 5.7318, 6.5539, 11.8571
O, 4.3149, 10.29, 14.0774
O, 9.1696, 1.1295, 21.4392
O, -0.1517, 9.6089, 18.2187
O, 5.9602, 6.3368, 19.4744
O, 6.2674, 2.531, 17.7348
O, -0.2257, 5.1729, 20.6658
O, 7.743, 7.8063, 18.2036
O, 7.2948, 3.9643, 8.7914
O, 17.1561, 0.617, 12.947
O, 2.0031, 4.3931, 21.5875
O, 9.1934, 5.4679, 18.1978
O, 1.4787, 6.2029, 9.4143
O, -2.5267, -0.4167, 13.8926
O, 9.8582, 7.5343, 16.6622
O, 6.7587, 1.8909, 10.2648
O, 8.1446, 6.4004, 12.8302
O, -3.9316, 3.9507, 19.8238
O, 10.8677, 1.1912, 17.4654
O, 4.0626, 11.1569, 19.7362
O, 5.3941, 8.9167, 19.2362
O, 8.1691, -0.0632, 11.2023
O, 15.474, 2.7641, 19.6697
O, 6.9561, -2.062, 12.385
O, 5.2156, 5.2443, 15.5701
O, 0.8532, 8.8613, 8.7988
O, 4.223, 0.1744, 11.4727
O, 6.423, 5.4422, 21.9103
O, 1.3205, 3.3956, 13.2481
O, 7.4872, -0.8778, 21.3174
O, 4.0239, 6.5532, 21.6566
O, 16.2332, 2.769, 15.195
O, 7.1045, 4.2037, 13.8975
O, 13.7581, 9.1331, 18.6195
O, 3.5825, 12.7409, 13.4835
O, 6.0321, 8.079, 22.3547
O, 4.8809, -10.3595, 16.4706
O, 3.3186, 9.0291, 21.1159
O, 7.9056, 4.1193, 11.3495
O, 17.4636, -1.2012, 15.6191
O, 2.4375, 1.7816, 18.2159
O, 3.324, 5.7798, 11.2306
O, 4.5723, 4.4568, 13.1528
O, 0.0522, 4.7685, 11.1141
O, 12.8579, -0.307, 16.5663
O, 8.4328, 6.2423, 20.4995
O, 1.4512, 7.0464, 21.6295
O, 8.8079, 11.105, 19.0508
O, 25.7776, -1.9194, 16.1982
O, 2.3612, 1.8622, 20.9159
O, -1.2525, 4.1562, 13.2457

Results
free energy: -135734.145 eV
free energy less fixed offsets of O -568.88, Si -635.61 eV per atom: 1.185 eV

Forces (eV/angstrom), in the order of the atoms: element, x, y, z
Si, -0.0007, 0.0031, -0.0091
Si, 0.0005, -0.0014, -0.017
Si, -0.0035, 0.0084, -0.0042
Si, -0.0013, 0.001, -0.0087
Si, 0.0006, 0.0008, -0.0091
Si, -0.0005, 0.0029, -0.0001
Si, 0.0045, 0.0013, -0.0139
Si, -0.0017, 0.0023, -0.0058
Si, -0.0027, 0.005, -0.0005
Si, 0.0055, -0.0042, 0.0049
Si, -0.004, 0.0019, -0.0021
Si, 0.0049, -0.0026, 0.0045
Si, 0.0035, -0.0044, 0.0018
Si, -0.0017, -0.0004, 0.0012
Si, 0.0047, -0.0064, 0.0048
Si, -0.0047, 0.0037, -0.0007
Si, -0.0015, -0.0017, 0.0057
Si, -0.0013, 0.0001, 0.003
Si, -0.0006, -0.0015, 0.0011
Si, 0.0033, 0.0028, 0.0041
Si, -0.0001, -0.0028, 0.002
Si, -0.0021, 0, 0.0016
Si, -0.0006, -0.002, 0.0054
Si, -0.0002, 0.0002, 0.0013
Si, 0.1241, -0.1077, 0.1853
Si, 0.1355, 0.179, -0.1403
Si, 0.0355, 0.1101, -0.1747
Si, 0.1278, -0.0713, -0.027
Si, -0.0693, -0.1373, -0.2182
Si, 0.2766, -0.0242, 0.4454
Si, 0.2168, -0.0935, 0.1745
Si, -0.1005, 0.0683, -0.0178
Si, 0.0394, 0.0311, -0.0373
Si, -0.0417, 0.0104, 0.0249
Si, 0.0431, 0.0429, -0.0481
Si, 0.0148, 0.0741, 0.0038
Si, 0.0012, 0.0822, 0.0295
Si, -0.0072, -0.0056, -0.0406
Si, -0.0365, 0.076, 0.0185
Si, 0.0297, 0.0053, -0.0281
Si, -0.0014, -0.0221, -0.0197
Si, 0.0308, -0.0213, -0.0249
Si, -0.0053, -0.0258, -0.0125
Si, 0.0092, -0.0332, -0.0242
Si, -0.0006, -0.0643, -0.0221
Si, 0.0007, 0.0046, -0.0095
Si, 0.0533, -0.0397, -0.0193
Si, -0.003, 0.0147, -0.01
Si, -0.0128, -0.0215, 0.0081
Si, -0.05, 0.0315, 0.0308
Si, -0.0195, 0.0348, 0.0174
Si, -0.03, 0.0405, 0.0176
Si, -0.0132, 0.0469, 0.0275
Si, 0.0346, -0.0044, 0.0162
Si, 0.0438, -0.0216, 0.0141
Si, -0.052, 0.0729, 0.02
Si, -0.0162, -0.0269, 0.0251
Si, 0.043, -0.0436, 0.0349
Si, -0.0322, -0.0878, 0.0169
Si, -0.0148, -0.0591, 0.0149
Si, 0.0366, -0.0672, 0.0251
Si, -0.0625, -0.0424, -0.0116
Si, -0.046, 0.0585, -0.0244
Si, 0.0351, -0.0931, -0.0141
Si, 0.1598, -0.2417, -0.4136
Si, -0.163, -0.0145, 0.1293
Si, -0.1287, -0.0151, 0.0702
Si, -0.279, 0.1125, 0.003
Si, -0.0085, -0.0063, -0.0732
Si, -0.0866, 0.2345, 0.1827
Si, 0.0943, 0.1553, 0.3156
Si, -0.3785, -0.0908, -0.5034
Si, -0.0128, 0.0031, 0.0118
Si, 0.0008, 0, -0.0046
Si, -0.005, -0.0083, 0.0097
Si, 0.0033, -0.0034, -0.0007
Si, -0.0068, 0.0011, -0.0056
Si, -0.0052, 0.008, -0.0088
Si, 0.0018, -0.0044, -0.0015
Si, 0.0154, 0.0298, 0.0036
Si, -0.0147, -0.0153, 0.003
Si, 0.0042, -0.0087, 0.0012
Si, 0.0012, -0.0051, -0.0093
Si, -0.0097, 0.0035, 0.0037
Si, 0.0038, 0.0023, -0.0019
Si, -0.0214, -0.0446, -0.0399
Si, 0.0167, -0.0266, -0.0316
Si, 0.0059, 0.0123, 0.0087
Si, -0.0015, 0.0239, -0.0571
Si, 0.0137, -0.0329, 0.031
Si, 0.0013, -0.0048, -0.0024
Si, 0.0049, -0.0056, 0.0095
Si, -0.0027, -0.0015, -0.018
Si, 0.0251, 0.1148, 0.1435
Si, 0.0584, -0.0132, 0.0895
Si, 0.0033, 0.0176, -0.0109
O, 0.0016, 0.0013, 0.0063
O, 0.0006, -0.0007, 0.0113
O, 0.0281, -0.109, -0.0564
O, -0.0097, 0.0096, 0.0074
O, 0.0029, -0.0019, 0.0004
O, -0.0019, 0.0005, 0.0108
O, -0.0068, 0.0122, 0.0035
O, -0.0828, 0.0661, 0.0092
O, 0.0039, -0.0062, -0.0023
O, -0.0064, 0.0175, 0.0199
O, -0.0199, -0.0014, -0.0424
O, 0.1935, 0.0666, 0.0009
O, -0.0028, -0.0393, 0.0819
O, 0.0042, -0.0002, -0.0077
O, 0.0048, 0.0068, -0.0294
O, 0.0475, -0.0144, -0.0009
O, 0.0021, -0.0015, 0.004
O, -0.001, 0.0002, 0.0067
O, -0.0001, -0.0002, 0.0006
O, 0.0017, -0.0031, 0.0007
O, 0.0022, -0.0023, 0.0034
O, -0.0021, 0.0004, 0.0055
O, -0.0019, 0.0015, 0.0082
O, 0.0003, 0.0012, 0.0047
Si, 0.0023, -0.0007, -0.0025
Si, -0.0002, 0.0008, -0.0041
Si, 0.001, -0.0005, -0.0005
Si, 0.0029, -0.0004, -0.002
Si, -0.0089, 0.0004, 0.0046
Si, -0.0043, 0.0018, -0.0016
Si, -0.0027, -0.011, -0.006
Si, 0.0015, -0.0014, -0.0023
Si, 0.0008, 0.0009, -0.0012
Si, 0.0014, 0.0008, -0.0019
Si, 0.0066, 0.0056, 0.003
Si, 0.0008, -0.0005, -0.0024
Si, -0.0125, -0.0561, 0.0138
Si, 0.0028, 0.0006, -0.0006
Si, 0.0019, -0.0004, -0.0019
Si, -0.0005, -0.0006, -0.0026
Si, -0.0004, 0.0004, -0.0038
Si, 0.0126, -0.0042, -0.0245
Si, 0.006, -0.0004, -0.0017
Si, 0.0013, 0.0017, -0.0025
Si, 0.0005, -0.0002, -0.0022
Si, 0.0015, 0.0005, -0.0019
Si, -0.0014, 0.0015, -0.0023
Si, -0.0031, 0.0005, -0.0001
Si, 0.0018, 0.0032, -0.0019
Si, 0.0001, 0.0005, -0.0006
Si, 0.0012, 0.0007, -0.0011
Si, 0.0002, -0.0064, -0.0039
Si, -0.0004, -0.0031, -0.0027
Si, -0.182, -0.0564, 0.1971
Si, -0.0159, -0.015, 0.0038
Si, 0.0012, 0.0018, -0.0031
Si, 0, 0.0016, -0.0028
Si, 0.0008, -0.0021, -0.0012
Si, 0.0009, 0.0004, -0.0018
Si, -0.0005, -0.0026, -0.0011
Si, -0.0001, -0.0043, -0.0032
O, 0.0008, -0.0016, 0.0035
O, 0.0436, -0.0068, -0.0167
O, -0.0004, 0.0002, 0.0022
O, 0.0004, -0.0001, 0
O, 0.0022, -0.0012, 0.0015
O, 0, -0.0006, 0.0022
O, -0.0171, 0.0241, -0.0541
O, 0.0008, 0.0008, 0.0026
O, 0.0025, -0.0019, 0.0021
O, 0.0007, -0.0009, 0.0008
O, 0.0007, -0.0006, 0.0019
O, -0.0132, 0.0137, 0.0071
O, 0.0006, -0.0013, 0.0032
O, 0.0065, 0.0088, 0.0167
O, 0.0018, 0.0032, 0.0038
O, -0.0014, -0.003, 0.0008
O, 0.0013, 0.0012, -0.0065
O, -0.0001, 0.0001, 0.0026
O, 0.0009, 0.0019, 0.0026
O, 0.0009, -0.0004, 0.0016
O, 0.0003, 0.0011, 0.0051
O, 0.0011, -0.0006, 0.0023
O, 0.0014, -0.0001, 0.002
O, -0.0061, 0.0018, -0.0067
O, 0.001, -0.0163, -0.0017
O, 0.0009, -0.0016, 0.0032
O, -0.0008, -0.0011, 0.0014
O, 0.0174, -0.0243, 0.0167
O, -0.0101, 0.002, -0.0044
O, -0.0008, -0.0004, 0.0014
O, -0.005, 0.0007, -0.0002
O, -0.0031, 0, 0.0015
O, -0.0003, -0.001, 0.0006
O, -0.0002, -0.0001, 0.0023
O, 0.0004, 0.0038, 0.0014
O, 0.0012, 0, 0.0018
O, 0.0012, -0.0029, 0.0105
O, 0.0004, 0.0002, 0.0018
O, 0.0065, 0.0084, 0.004
O, 0.0009, -0.0016, -0.002
O, -0.0155, 0.0435, -0.1992
O, -0.0148, 0.0299, -0.0413
O, 0.0008, -0.001, 0.0025
O, -0.0021, -0.0009, -0.0001
O, 0.001, 0.0003, 0.002
O, -0.0003, -0.0008, 0.0014
O, -0.0004, 0.0045, -0.0044
O, -0.0065, -0.0011, 0.003
O, -0.0008, -0.001, 0.0023
O, 0.0064, -0.0096, -0.0016
O, 0.0007, -0.0001, 0.0018
O, 0.0006, 0.0008, 0.0021
O, 0.0008, -0.0019, 0.0048
O, -0.0039, -0.0004, -0.0005
O, 0.0012, -0.001, -0.0001
O, 0.0019, 0.0007, 0.004
O, 0.0011, 0.0126, -0.0073
O, 0.0017, -0.0005, 0.0016
O, 0.0032, 0.0045, -0.0019
O, 0.0022, -0.0022, -0.0001
O, -0.0008, -0.0003, 0.0024
O, 0.0012, -0.0003, 0.0019
O, -0.001, 0.0005, 0.0051
O, 0.0031, 0.0002, 0.001
O, -0.0004, 0.002, 0.0046
O, 0.0011, -0.0004, 0.0018

The program warned: the cutoff lies below the one the program advises for these potential files; the forces do not sum to zero within the program's tolerance; the exchange-correlation potential is rough where the density is thin.
